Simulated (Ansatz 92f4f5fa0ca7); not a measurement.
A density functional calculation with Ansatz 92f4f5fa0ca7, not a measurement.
Periodic cell of 252 atoms, Si144O100N8, from a study of silicon, its oxide and their interface. The atomic structure is a simulated model.
This geometry differs little from another in the collection (a relaxation step or a small displacement).

Settings
functional: r2SCAN
potential files: Ansatz PAW
basis: plane waves
wave-function cutoff: 800 eV
density cutoff ratio: 5
exchange-correlation grid ratio: 1
k mesh: 1 x 1 x 1, shifted by 0.5 0.5 0 of a step
self-consistency stop: 1e-10 eV per atom in the density residual
occupations: fixed
spin: none
net charge: 0

Cell vectors (angstrom)
a, 10.887, 0, 0
b, 0, 10.887, 0
c, 0, 0, 35.1919

Atoms: element, x, y, z (angstrom)
Si, -0.5833, 0.4604, 0.0521
Si, 2.2695, 2.8628, 0.277
Si, 0.1373, 5.1852, 0.1681
Si, 2.801, 7.942, -0.5889
Si, 5.6948, -0.2056, -0.1783
Si, 8.1666, 2.6734, 0.4619
Si, 5.9443, 4.8394, 0.2465
Si, 7.7974, 8.3941, 0.2485
Si, 1.1194, 1.3111, 1.4971
Si, 4.0802, 3.9348, 1.4055
Si, 1.4292, 6.8425, 1.1543
Si, 4.0529, 9.3974, 0.9908
Si, 6.6925, 1.2323, 1.4716
Si, 9.5412, 4.1076, 1.6239
Si, 6.7662, 6.6965, 1.4888
Si, 9.3983, 9.6197, 1.4069
Si, -0.0415, 2.7123, 2.9484
Si, 2.6792, -0.1325, 2.5376
Si, 0.0145, 8.1862, 2.5783
Si, 2.7513, 5.4775, 2.6436
Si, 5.3644, 2.6042, 2.8206
Si, 8.0866, -0.0209, 2.8686
Si, 5.3236, 8.136, 2.6501
Si, 8.1705, 5.4772, 2.8915
Si, 1.4121, 4.1203, 4.0959
Si, 3.9946, 1.2231, 4.0632
Si, 1.3482, 9.4896, 4.0077
Si, 4.0338, 6.8109, 4.0826
Si, 6.7609, 4.0412, 4.122
Si, 9.448, 1.3503, 4.2115
Si, 6.721, 9.4487, 4.0921
Si, 9.5977, 6.8548, 4.0904
Si, 0.0099, -0.0281, 5.4277
Si, 2.7322, 2.6964, 5.4241
Si, 0.0379, 5.4655, 5.4571
Si, 2.6769, 8.16, 5.4336
Si, 5.3981, -0.0536, 5.4587
Si, 8.1151, 2.7273, 5.526
Si, 5.4212, 5.448, 5.4391
Si, 8.1739, 8.1651, 5.4317
Si, 1.3528, 1.3641, 6.7802
Si, 4.0918, 4.0613, 6.8006
Si, 1.3741, 6.81, 6.8348
Si, 4.044, 9.4983, 6.811
Si, 6.7604, 1.3395, 6.8313
Si, 9.5406, 4.0953, 6.8035
Si, 6.8347, 6.7865, 6.7822
Si, 9.5232, 9.5315, 6.7986
Si, 0.0189, 2.7292, 8.1531
Si, 2.7244, 0.0318, 8.1491
Si, -0.0046, 8.1747, 8.1563
Si, 2.753, 5.4398, 8.1697
Si, 5.4497, 2.7337, 8.1912
Si, 8.1872, 0.0236, 8.1671
Si, 5.4646, 8.1582, 8.1209
Si, 8.1897, 5.4434, 8.1612
Si, 1.3855, 4.0806, 9.5194
Si, 4.0811, 1.3852, 9.5377
Si, 1.3546, 9.5638, 9.4812
Si, 4.1682, 6.7826, 9.5095
Si, 6.8399, 4.094, 9.5353
Si, 9.5507, 1.3988, 9.5393
Si, 6.7988, 9.5465, 9.4772
Si, 9.5558, 6.7938, 9.5129
Si, 0.0344, 0.0312, 10.8877
Si, 2.759, 2.7696, 10.9118
Si, 0.0429, 5.4419, 10.886
Si, 2.7899, 8.2156, 10.7464
Si, 5.4884, 0.0489, 10.8707
Si, 8.2134, 2.7802, 10.9144
Si, 5.5198, 5.4435, 10.9425
Si, 8.1394, 8.1489, 10.7883
Si, 1.4137, 1.4079, 12.2593
Si, 4.1551, 4.0957, 12.3173
Si, 1.5156, 6.8286, 12.0898
Si, 4.1142, 9.5402, 12.1567
Si, 6.8346, 1.4332, 12.2564
Si, 9.5474, 4.1513, 12.3173
Si, 6.8915, 6.8429, 12.2836
Si, 9.4703, 9.507, 12.0978
Si, 0.0359, 2.7646, 13.6321
Si, 2.8971, 0.0771, 13.5644
Si, 0.0616, 8.162, 13.2857
Si, 2.8555, 5.5909, 13.5996
Si, 5.5461, 2.7814, 13.7498
Si, 8.1562, -0.0331, 13.5142
Si, 5.4426, 8.1999, 13.541
Si, 8.2577, 5.569, 13.7696
Si, 1.3308, 4.3403, 14.7968
Si, 4.4216, 1.1569, 15.0649
Si, 1.1843, 9.7705, 14.5146
Si, 4.4321, 6.7125, 15.0662
Si, 6.6691, 4.4196, 15.0968
Si, 9.7528, 1.0721, 14.7855
Si, 6.5661, 9.7372, 14.8582
Si, 10.0903, 6.641, 14.8703
Si, 0.4386, -3.6685, 20.8634
Si, -3.6416, 19.7101, 17.6869
Si, 10.4977, -5.3488, 22.9368
Si, 0.5764, 11.6859, 23.7766
Si, 0.1888, -2.2984, 16.8904
Si, 4.5149, 4.7714, 19.0842
Si, -3.8435, 16.7779, 26.9377
Si, 7.5792, 11.7797, 26.9842
Si, 1.3959, 2.2021, 28.7914
Si, 7.4508, 4.0238, 18.0909
Si, -6.8753, 4.1343, 28.6443
Si, 11.5894, -9.5548, 18.9709
Si, -3.7475, 7.3197, 21.5954
Si, -2.0594, -4.3776, 19.2089
Si, 24.0444, -4.4578, 22.7666
Si, -9.086, -1.6486, 19.2425
Si, -6.3578, 11.1898, 22.7247
Si, -0.0554, -8.0787, 21.4582
Si, 6.0558, 2.8479, 23.4211
Si, 15.1799, 7.7589, 18.0519
Si, -3.5305, -11.4008, 21.7381
Si, 2.6435, 2.7413, 32.649
Si, -5.864, -5.5043, 22.0039
Si, 8.4041, 0.8851, 24.2058
Si, -1.7056, 11.0433, 17.5445
Si, 2.7583, -8.0442, 17.1881
Si, -7.7154, 0.432, 25.4324
Si, 7.9528, 23.5406, 30.8756
Si, 12.8364, -1.4754, 22.2631
Si, 12.6623, 10.3157, 30.2272
Si, 7.5052, 5.5026, 23.805
Si, 8.3645, 10.1403, 29.3669
Si, 10.6897, 3.0245, 31.1326
Si, 8.9112, 5.4437, 30.9103
Si, 10.8864, 9.5146, 28.0924
Si, -2.2693, 12.5423, 19.8666
Si, 5.2423, 11.9902, 32.0329
Si, 6.0408, 3.9336, 31.0544
Si, 2.9957, 9.4174, 27.7539
Si, 20.5256, 7.04, 33.2974
Si, 0.6742, 9.5526, 32.9944
Si, -6.3695, 17.9488, 28.5287
Si, -5.8877, 24.363, 26.3646
Si, 6.7909, 3.2113, 28.4591
Si, 15.0375, 5.4557, 33.0035
Si, 10.4572, 1.0059, 26.4901
Si, 4.5243, 20.5459, 30.0681
Si, 30.7205, 7.3886, 28.5614
O, -3.7742, 3.7642, 34.9361
O, -1.6784, 1.646, 34.8288
O, -3.3819, 4.6525, 30.9971
O, 15.1582, 0.067, 24.3033
O, 1.1951, 4.0022, 34.9661
O, -1.4914, 2.1184, 31.5466
O, 14.0009, 20.542, 30.858
O, 3.4004, 6.865, 33.4449
O, 5.3686, 0.4947, 33.5494
O, 19.7742, 6.6601, 31.9407
O, 20.8435, -0.5104, 29.1224
O, 10.6913, 8.2058, 32.9871
O, -2.687, 6.9787, 27.1955
O, 5.3471, 5.403, 34.0583
O, 10.8755, 10.7427, 33.8406
O, 6.7852, 9.4818, 34.7309
O, 2.204, 3.8852, 16.0895
O, 0.1658, 5.3806, 15.2598
O, 10.1098, -3.4538, 16.3062
O, 5.5199, -0.0136, 15.4787
O, 1.4329, 8.9536, 15.9111
O, 7.1899, 8.7911, 16.0548
O, 8.1693, -2.3595, 29.4535
O, 16.253, -0.1617, 30.9602
O, -18.3039, 7.8822, 27.6092
O, 7.6395, 11.4234, 20.534
O, 9.0796, 1.1911, 16.2843
N, 5.4494, 3.6348, 29.4602
O, 3.7633, 12.675, 16.4342
O, 1.4384, 12.9491, 17.7158
O, -0.7482, -1.0301, 17.1017
O, 8.293, -3.1181, 18.3278
O, 11.7914, 8.2938, 18.2796
O, -7.5696, 8.8361, 18.789
O, 16.4722, -4.0525, 21.4791
O, 0.7563, 10.1041, 31.4661
O, 0.1554, 10.9738, 14.9065
O, 0.8545, 13.2965, 20.1751
O, -2.9346, -4.5057, 20.56
O, 4.0164, -3.3817, 16.4488
O, 5.8146, -11.3994, 22.2151
O, 11.6935, -0.6686, 23.1027
O, 3.6967, 5.6776, 22.9254
O, -3.5649, 3.8086, 16.4754
O, 5.5099, 5.5315, 15.5017
O, 5.7217, 6.5813, 27.5652
O, 2.7917, 10.0027, 26.2709
O, 4.5116, 4.5504, 20.6951
O, 15.0618, -0.6638, 28.5668
O, -1.589, -8.4615, 21.1037
O, -11.441, -3.907, 22.1564
O, -7.6915, -0.3888, 22.0102
N, -15.4799, 4.5149, 22.8927
O, 7.5499, 13.0797, 23.6464
O, 21.6652, 4.3549, 21.8552
O, 16.6645, -2.4719, 18.2374
O, 15.8708, -2.7954, 29.7586
N, -11.8962, -9.8984, 18.8699
O, 11.6965, 12.6436, 27.3054
O, 7.3903, 4.5281, 27.7307
O, 1.5537, -0.052, 19.103
O, -0.5347, 5.7578, 33.9795
O, 6.0315, -6.3026, 18.5782
O, 9.0738, 12.4248, 27.1403
O, 1.7436, 17.1621, 21.2082
O, 14.4358, 3.6805, 18.3398
O, 8.3687, 10.709, 22.9701
O, 1.0704, 5.7537, 23.6899
O, 5.0271, 1.8845, 22.5285
O, 7.4776, 10.5909, 28.0771
O, -2.9871, 13.3764, 29.4042
N, 1.5659, -1.3623, 28.7031
O, -6.4256, 3.9425, 27.0811
O, -5.5709, -7.9473, 24.8435
O, -2.267, -5.7649, 18.3855
O, -6.7828, 6.3047, 18.7446
O, -14.0142, 10.3557, 17.9803
N, -11.702, 11.9571, 24.7554
O, -3.3475, -2.0449, 21.2302
O, 3.7541, -5.1844, 29.0121
O, 11.4489, 12.8187, 22.6429
O, 12.0509, 13.5921, 31.975
O, 3.0181, 4.3027, 32.9323
O, -0.1604, 10.2882, 26.6766
O, -3.4071, 17.8713, 23.1416
O, 3.8238, 1.9334, 31.844
O, 7.0103, 5.5641, 25.3456
O, 12.77, 0.978, 29.7504
O, 2.0719, 20.0063, 33.7121
O, 11.0262, 13.7434, 29.5595
O, -3.3621, 22.0926, 25.4604
O, 5.0032, 5.0452, 31.6541
N, 6.4707, 2.2896, 31.6672
O, 12.7401, 11.9422, 24.7412
N, 12.1134, -2.0919, 20.7952
O, -1.7477, 16.9502, 29.4417
O, 13.526, 14.1521, 28.797
O, 7.7617, 2.6443, 18.8918
O, -7.077, 12.3889, 26.4415
O, -0.5402, -2.8852, 28.0413
O, 9.1265, 5.132, 23.7371
O, 8.4799, 7.5884, 34.2319
O, 10.1884, 4.5444, 31.311
N, -4.4992, 2.0846, 27.2276
O, -8.4735, -2.8383, 23.0575
O, 18.8612, 11.032, 30.654
O, 13.5347, 2.0351, 34.1013
O, 21.2735, 6.7192, 19.6257

Results
free energy: -152234.980 eV
free energy less fixed offsets of N -386.36, O -570.45, Si -639.56 eV per atom: -2.460 eV

Forces (eV/angstrom), in the order of the atoms: element, x, y, z
Si, 0.0086, -0.0055, -0.0577
Si, 0.0025, -0.0088, -0.0525
Si, -0.0045, 0.0022, -0.048
Si, -0.0042, 0.0008, -0.0707
Si, -0.0039, 0.0167, -0.0698
Si, -0.0011, -0.0019, -0.028
Si, -0.0063, 0.0041, -0.0526
Si, 0.0042, -0.0083, -0.0451
Si, 0.0002, -0.0007, 0.0029
Si, -0.0003, -0.0001, 0.004
Si, 0.0019, 0, 0.0038
Si, -0.001, -0.0009, 0.0014
Si, -0.0002, 0.0009, 0.0014
Si, 0.0003, -0.0002, 0.0019
Si, 0.0003, -0.0021, 0.0011
Si, -0.0003, 0.0002, 0.0053
Si, 0.0006, -0.0016, 0.0008
Si, 0.0028, -0.0013, -0.0004
Si, 0.0002, -0.0012, -0.0019
Si, -0.0008, 0.0014, 0.0002
Si, 0.0001, 0.0015, 0.0014
Si, 0.0013, -0.001, -0.0014
Si, -0.0026, 0.0017, 0.0004
Si, -0.001, 0.0009, -0.0002
Si, 0.0013, 0.0008, -0.0011
Si, -0.0007, -0.0002, 0.0006
Si, -0.0007, 0.0006, 0.0012
Si, 0.0012, -0.001, -0.0004
Si, 0, -0.0002, 0.001
Si, 0, 0.0005, 0.0019
Si, 0.0004, -0.0008, -0.0009
Si, 0.0001, 0.0012, -0.0007
Si, 0.0006, -0.0007, 0.0007
Si, 0.0018, -0.0006, 0.0005
Si, 0.0002, 0.0013, 0.0009
Si, 0, 0.0005, 0
Si, -0.0001, 0.0003, 0.0013
Si, -0.0001, 0.0003, 0.0019
Si, 0.0007, -0.0001, 0.0011
Si, 0.0011, 0.0002, 0.0009
Si, 0.0008, 0, 0.0006
Si, 0.0007, 0.0002, 0.0007
Si, 0.0007, -0.0005, -0.0001
Si, 0.0001, -0.0001, 0.0006
Si, 0.0002, -0.0004, 0.001
Si, 0.0003, -0.0002, 0.0005
Si, -0.0002, 0.0002, 0.0003
Si, 0.0005, -0.0005, 0.0005
Si, 0.0006, 0.0002, 0.0005
Si, 0.0012, -0.0005, -0.0001
Si, 0.001, 0.0006, -0.0006
Si, 0.0004, 0.0006, 0
Si, 0.0016, 0.0001, 0.0007
Si, 0.0008, 0.0007, 0.0001
Si, 0.0005, 0.0009, 0.0009
Si, 0.0011, 0.0004, 0.0009
Si, 0.0005, 0.0006, 0.0005
Si, 0.0009, -0.0001, 0.0008
Si, 0.0005, -0.0006, -0.0006
Si, 0.0012, 0.0003, 0.0017
Si, -0.0002, 0.0004, 0.0006
Si, 0.0005, -0.0005, 0.001
Si, 0.0013, -0.0007, -0.0002
Si, -0.0001, 0.0005, 0.0015
Si, 0.0002, -0.0006, -0.0005
Si, -0.0001, -0.0002, 0.0014
Si, 0, 0.0007, -0.0003
Si, -0.0001, 0.0001, 0.0002
Si, -0.0004, -0.0008, -0.001
Si, -0.0011, 0.0005, 0.0018
Si, 0.0005, -0.0001, 0.0006
Si, 0.0004, 0.0004, -0.0011
Si, -0.0004, -0.0003, 0.0011
Si, 0.0023, 0.0007, 0.001
Si, -0.0001, -0.0006, -0.0029
Si, 0.0004, 0.0018, -0.0005
Si, -0.0006, 0.0002, -0.0003
Si, 0.0027, 0.0013, 0.0011
Si, 0.0008, -0.0016, -0.0017
Si, -0.0002, -0.0004, -0.0026
Si, 0.0003, 0.0008, 0.0029
Si, 0.0025, 0.0007, 0.0029
Si, -0.0011, 0.0009, 0.0003
Si, -0.0012, 0.0007, 0.0003
Si, 0.0017, -0.0004, 0.0032
Si, 0.0013, -0.001, 0.0031
Si, 0.0015, 0.0001, 0.0033
Si, 0.0011, -0.0001, 0.0012
Si, -0.0112, 0.0065, -0.0427
Si, 0.0072, -0.0062, -0.0475
Si, 0.0037, 0.0063, -0.0417
Si, 0.0032, -0.0098, -0.0586
Si, -0.0097, 0.0074, -0.0616
Si, 0.0054, 0.0053, -0.0538
Si, -0.0072, 0.0117, -0.0462
Si, -0.0004, -0.0107, -0.0461
Si, -0.0111, 0.012, -0.1003
Si, -0.0083, 0.0119, -0.1
Si, 0.0168, 0.0105, -0.0942
Si, 0.0057, -0.0046, -0.1361
Si, -0.0016, -0.0098, -0.1057
Si, -0.007, -0.0032, -0.1221
Si, 0.0006, -0.0118, -0.1438
Si, 0.0101, 0.0061, -0.127
Si, 0.0045, -0.0087, -0.1219
Si, -0.0074, -0.0003, -0.1202
Si, -0.0034, -0.0005, -0.1006
Si, 0.0054, -0.0064, -0.1026
Si, 0.0107, -0.0058, -0.1106
Si, -0.0089, 0.0058, -0.1198
Si, -0.0034, 0.0033, -0.0876
Si, 0.0105, -0.0029, -0.1164
Si, 0.0043, -0.0203, -0.1123
Si, -0.0133, -0.004, -0.1298
Si, 0.0081, 0.0155, -0.118
Si, 0.009, -0.0034, -0.112
Si, 0.0045, -0.0015, -0.1268
Si, -0.0128, -0.009, -0.1142
Si, -0.0245, 0.0055, -0.1149
Si, -0.0048, -0.001, -0.1342
Si, -0.0007, -0.0035, -0.1075
Si, 0.0143, -0.0031, -0.1103
Si, 0.0043, 0.0142, -0.1406
Si, 0.0057, -0.0103, -0.1003
Si, -0.0079, -0.033, -0.1089
Si, 0.0176, 0.0054, -0.1295
Si, 0.0201, 0.0115, -0.1406
Si, 0.0005, -0.0074, -0.1022
Si, -0.0188, -0.0055, -0.1059
Si, -0.0017, -0.0171, -0.1165
Si, -0.0088, 0.0131, -0.0962
Si, 0.0136, 0.0089, -0.1239
Si, 0.017, 0.0063, -0.1281
Si, 0.0103, -0.0144, -0.1124
Si, -0.0076, 0.0081, -0.1205
Si, -0.0043, 0.0059, -0.111
Si, -0.0067, 0.0009, -0.1242
Si, 0.0078, -0.0087, -0.0947
Si, -0.008, -0.0196, -0.1367
Si, -0.0015, -0.0034, -0.1244
Si, 0.0094, -0.0359, -0.1111
Si, -0.0234, 0.0051, -0.139
Si, -0.009, -0.0265, -0.1069
Si, -0.0068, 0.0134, -0.1052
O, 0.0052, -0.0044, 0.0266
O, -0.0049, 0.0039, 0.0256
O, 0.0016, 0.0051, 0.04
O, -0.0229, 0.0052, 0.0891
O, -0.0035, 0.0038, 0.0288
O, 0.0109, 0.0066, 0.0368
O, -0.0078, 0.0024, 0.0478
O, -0.0147, 0.0262, 0.0516
O, 0.0058, -0.0328, 0.1033
O, 0.0136, 0.0251, 0.0789
O, -0.0109, 0.0026, 0.0455
O, -0.0007, -0.0034, 0.0373
O, 0.0177, 0.0164, 0.0613
O, 0.0187, -0.0052, 0.0657
O, -0.017, 0.0184, 0.0668
O, 0.001, -0.0053, 0.0275
O, 0.0178, -0.0182, 0.0591
O, 0.0004, 0.0015, 0.021
O, 0.0124, 0.0212, 0.055
O, 0.0018, -0.0015, 0.0242
O, -0.0086, -0.0102, 0.055
O, 0.0125, -0.0134, 0.0771
O, -0.0048, 0.002, 0.0397
O, 0.0059, 0.0339, 0.0611
O, 0.0048, -0.0045, 0.0429
O, -0.021, -0.0291, 0.0733
O, -0.0034, -0.0147, 0.076
N, 0.006, 0.0031, 0.0884
O, -0.0235, 0.0222, 0.058
O, -0.0294, -0.0199, 0.0597
O, -0.0071, 0.0137, 0.0344
O, 0.0163, -0.0298, 0.0521
O, 0.0212, 0.0078, 0.0761
O, -0.0208, 0.0129, 0.047
O, 0.002, -0.0068, 0.0404
O, -0.0217, -0.0173, 0.0986
O, -0.0004, -0.0027, 0.0309
O, -0.0111, 0.025, 0.0769
O, -0.0246, 0.0125, 0.0755
O, -0.0007, 0.0187, 0.0875
O, -0.022, 0.0125, 0.0422
O, -0.0169, 0.037, 0.0622
O, -0.003, -0.0001, 0.0398
O, 0.0161, -0.0059, 0.0881
O, 0.0019, -0.0004, 0.0321
O, -0.0264, 0.0116, 0.0505
O, -0.0021, -0.0346, 0.0857
O, 0.0146, 0.0102, 0.0964
O, 0.0149, 0.0008, 0.066
O, 0.0165, 0.0128, 0.0614
O, -0.0092, -0.0189, 0.0543
O, 0.0177, 0.0186, 0.0462
N, 0.0171, -0.0205, 0.06
O, 0.0079, -0.0125, 0.0474
O, -0.0031, 0.0186, 0.0451
O, -0.0032, -0.0022, 0.0378
O, 0.0029, 0.0207, 0.0486
N, 0.0001, 0.019, 0.0653
O, 0.0268, 0.017, 0.0794
O, -0.0049, -0.0223, 0.0595
O, 0.0023, -0.0078, 0.0373
O, 0.0186, -0.0184, 0.0565
O, -0.0159, 0.0058, 0.0456
O, -0.01, 0.0003, 0.0525
O, 0.0119, -0.0059, 0.0487
O, 0.0208, 0.0249, 0.058
O, 0.0203, 0.0264, 0.0843
O, -0.0002, -0.0051, 0.0439
O, 0.0068, 0.0095, 0.0469
O, 0.007, -0.026, 0.0692
O, 0.013, -0.0121, 0.0812
N, 0.0004, 0.0055, 0.0716
O, -0.011, 0.0217, 0.0756
O, -0.0218, -0.0096, 0.1084
O, 0.0095, 0.018, 0.0449
O, 0.0024, -0.0208, 0.0467
O, 0.0022, 0.0065, 0.0376
N, 0.0021, 0.0018, 0.0909
O, -0.0043, 0.0107, 0.0413
O, -0.0051, -0.0059, 0.0345
O, 0.0103, -0.0372, 0.0877
O, 0.0367, -0.0012, 0.056
O, -0.0008, 0.0118, 0.0419
O, 0.0071, -0.029, 0.0713
O, 0.0027, -0.0231, 0.0678
O, -0.0164, 0.0076, 0.0447
O, -0.0132, 0.0129, 0.1296
O, 0.0026, -0.0158, 0.0537
O, 0.0243, -0.0249, 0.0542
O, -0.0192, 0.0105, 0.0739
O, -0.0144, 0.0015, 0.0921
O, -0.0317, 0.0289, 0.0724
N, -0.0203, -0.0121, 0.0568
O, 0.025, -0.0024, 0.0668
N, 0.0026, 0.002, 0.0808
O, 0.0008, -0.0305, 0.0753
O, -0.0089, -0.0027, 0.0387
O, 0.0153, -0.0248, 0.0536
O, 0.0084, 0.0143, 0.054
O, -0.0057, -0.0057, 0.0336
O, -0.0289, -0.0053, 0.0463
O, -0.0179, 0.0201, 0.0553
O, -0.0015, 0.0062, 0.0324
N, 0.0094, 0.015, 0.0759
O, 0.0073, 0.002, 0.0426
O, -0.0069, 0.0269, 0.0535
O, -0.0052, 0, 0.0768
O, 0.0252, 0.0043, 0.055

The program warned: the cutoff lies below the one the program advises for these potential files; the forces do not sum to zero within the program's tolerance; empty levels may hold ghost states of the PAW files; the exchange-correlation potential is rough where the density is thin.
